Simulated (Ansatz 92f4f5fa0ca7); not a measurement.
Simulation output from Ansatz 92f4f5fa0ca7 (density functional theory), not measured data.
Periodic cell of 285 atoms, Si170O109H6, from a study of silicon, its oxide and their interface. The atomic structure is a simulated model.
This geometry differs little from another in the collection (a relaxation step or a small displacement).

Settings
functional: PBE
potential files: Ansatz PAW
basis: plane waves
wave-function cutoff: 700 eV
density cutoff ratio: 5
exchange-correlation grid ratio: 1
k mesh: 2 x 2 x 1, shifted by 0.5 0.5 0.5 of a step
self-consistency stop: 5e-08 eV per atom in the density residual
occupations: fixed
spin: none
net charge: 0

Cell vectors (angstrom)
a	11.6015	0	0
b	0	13.3963	0
c	0	0	30.8432

Atoms: element, x, y, z (angstrom)
Si	11.543	0.0775	24.201
Si	3.8008	0.1644	24.1438
Si	7.6327	0.0295	24.2729
Si	1.8078	3.4356	24.363
Si	5.7543	3.5225	24.1539
Si	9.6197	3.3618	24.1759
Si	11.4946	6.6901	23.9038
Si	3.8995	6.5584	24.0329
Si	7.6179	6.8644	24.1004
Si	1.9013	10.0309	24.0394
Si	5.7633	10.1419	24.1811
Si	9.6679	10.2375	24.084
Si	11.5188	2.2649	25.0662
Si	3.8301	2.3635	24.9652
Si	7.6514	2.2957	24.8926
Si	1.8558	5.7023	24.8947
Si	5.8051	5.6753	25.0658
Si	9.5712	5.6453	24.7997
Si	11.5401	8.9387	24.7727
Si	3.8522	8.8758	24.7511
Si	7.7417	9.0737	24.8999
Si	1.8991	12.304	24.8372
Si	5.6797	12.3525	24.9926
Si	9.6238	12.381	25.012
Si	11.552	2.2521	27.3872
Si	3.8354	2.2835	27.3235
Si	7.6824	2.2651	27.2757
Si	1.8882	5.6559	27.2772
Si	5.787	5.6243	27.3934
Si	9.6293	5.6285	27.2141
Si	11.5721	8.9398	27.2009
Si	3.8452	8.9163	27.1828
Si	7.7318	8.9804	27.2773
Si	1.9206	12.2854	27.2349
Si	5.7408	12.311	27.3367
Si	9.6435	12.3096	27.3488
Si	1.9117	1.1196	28.0805
Si	5.7633	1.1511	28.0953
Si	9.6115	1.1408	28.1077
Si	11.5625	4.5152	28.0693
Si	3.8189	4.5144	28.0886
Si	7.7335	4.4867	28.0846
Si	1.9108	7.8667	28.0668
Si	5.7853	7.8699	28.0791
Si	9.6551	7.8411	28.0634
Si	11.5916	11.1695	28.058
Si	3.8316	11.1453	28.0632
Si	7.6986	11.1962	28.0915
Si	1.9336	1.1164	30.4482
Si	5.8008	1.1164	30.4482
Si	9.6679	1.1164	30.4482
Si	0	4.4654	30.4482
Si	3.8672	4.4654	30.4482
Si	7.7343	4.4654	30.4482
Si	1.9336	7.8145	30.4482
Si	5.8008	7.8145	30.4482
Si	9.6679	7.8145	30.4482
Si	0	11.1635	30.4482
Si	3.8672	11.1635	30.4482
Si	7.7343	11.1635	30.4482
Si	0	0	0.3944
Si	3.8672	0	0.3944
Si	7.7343	0	0.3944
Si	1.9336	3.3491	0.3944
Si	5.8008	3.3491	0.3944
Si	9.6679	3.3491	0.3944
Si	0	6.6981	0.3944
Si	3.8672	6.6981	0.3944
Si	7.7343	6.6981	0.3944
Si	1.9336	10.0472	0.3944
Si	5.8008	10.0472	0.3944
Si	9.6679	10.0472	0.3944
Si	11.6304	0.0021	2.7983
Si	3.8966	-0.0298	2.7787
Si	7.7635	-0.0236	2.776
Si	1.9146	3.3334	2.8033
Si	5.8018	3.344	2.7545
Si	9.7238	3.2822	2.7554
Si	11.6477	6.7101	2.74
Si	3.8764	6.685	2.7794
Si	7.7471	6.6766	2.75
Si	1.9924	10.0753	2.7424
Si	5.8161	10.0387	2.7625
Si	9.6912	10.0698	2.7568
Si	11.6296	2.1903	3.7319
Si	3.8671	2.2085	3.5325
Si	7.7476	2.225	3.5046
Si	1.941	5.5765	3.6083
Si	5.8144	5.5606	3.5731
Si	9.7184	5.5345	3.3981
Si	11.6615	8.9742	3.4489
Si	3.8859	8.9163	3.5702
Si	7.7615	8.9198	3.5103
Si	1.9566	12.2809	3.6136
Si	5.8429	12.2563	3.6013
Si	9.7126	12.2838	3.62
Si	11.6367	2.1206	6.2288
Si	3.878	2.1683	5.8915
Si	7.7338	2.2306	5.8505
Si	1.9287	5.5751	6.0129
Si	5.8178	5.5262	5.9563
Si	9.7537	5.4869	5.7066
Si	11.6686	8.9818	5.7742
Si	3.8879	8.893	5.9443
Si	7.7574	8.8707	5.8633
Si	1.995	12.2274	6.016
Si	5.8841	12.238	5.9878
Si	9.7484	12.2532	6.0307
Si	2.1003	1.0063	6.9444
Si	5.8353	1.1079	6.6763
Si	9.5311	1.087	6.8296
Si	11.599	4.4185	6.8083
Si	3.861	4.3829	6.6853
Si	7.8428	4.4693	6.5838
Si	1.9095	7.8534	6.7395
Si	5.8278	7.7647	6.6541
Si	9.7771	7.7397	6.3284
Si	11.6869	11.0964	6.8562
Si	3.9476	11.111	6.7234
Si	7.8377	11.0697	6.7177
H	5.8596	7.7887	8.151
H	3.9487	11.0895	8.2251
H	5.8418	1.1774	8.1736
O	8.2026	4.5254	8.2034
O	11.4636	4.5396	8.4888
O	8.0065	10.979	8.3775
O	9.0041	1.1564	8.4525
O	0.2059	10.8989	8.5371
O	3.7789	4.1885	8.3418
O	1.7845	8.0836	8.4001
O	10.1924	7.5813	7.9135
O	2.5728	0.9073	8.569
H	5.8445	10.2434	22.6872
H	9.7003	3.2471	22.6842
H	-0.1331	0.142	22.7029
O	4.1316	6.0579	22.4241
O	3.836	0.4726	22.4928
O	1.7958	9.8985	22.3757
O	5.6978	3.8357	22.494
O	9.7562	10.5965	22.4479
O	1.509	3.4746	22.74
O	7.3237	6.9973	22.4519
O	11.3692	6.5407	22.2253
O	7.5437	13.3328	22.6293
Si	6.7983	5.6292	19.2167
Si	5.8517	11.0805	17.7574
Si	11.1573	13.3104	17.7988
Si	4.0424	13.0989	21.0678
Si	0.1946	11.8316	9.8933
Si	5.9564	8.8134	11.327
Si	9.2117	0.7858	12.8423
Si	3.8734	10.7362	15.4793
Si	8.0926	10.1736	9.7788
Si	5.9343	5.735	11.1504
Si	3.0162	8.5937	12.2437
Si	3.7156	3.2154	17.2956
Si	10.0039	1.0208	9.7476
Si	11.4124	5.8488	20.7347
Si	9.7277	11.1992	12.0409
Si	11.1563	3.6996	9.8616
Si	4.7423	4.789	21.5507
Si	9.0688	10.4539	20.9716
Si	3.064	6.5732	14.6431
Si	8.6486	1.209	18.9
Si	9.7224	4.607	16.2526
Si	6.0573	10.7135	13.4966
Si	2.0349	1.4165	19.2819
Si	1.9087	3.651	21.1938
Si	7.6338	9.6462	15.9439
Si	1.4379	10.3094	14.2814
Si	7.0607	6.4236	16.2
Si	1.9536	3.036	11.6105
Si	1.9702	2.5673	14.7511
Si	7.2321	13.021	21.084
Si	6.0872	0.9225	17.0802
Si	2.6308	0.3529	10.1177
Si	3.3993	4.9085	9.7451
Si	0.5645	7.5402	18.227
Si	3.5314	6.5206	17.6656
Si	10.6942	1.9327	15.3529
Si	2.3985	10.4254	20.958
Si	10.2064	9.1813	14.3884
Si	9.4161	4.1372	19.2044
Si	11.6227	10.5658	18.9963
Si	6.2998	1.6819	14.0343
Si	9.9716	7.6491	9.4935
Si	8.4727	4.9822	9.7294
Si	2.5587	12.8949	14.3046
Si	1.433	7.2873	9.7844
Si	5.3518	4.7664	14.0897
Si	4.7026	13.2035	12.1954
Si	4.6666	8.8524	19.6142
Si	7.1904	7.8546	21.0654
Si	11.5068	6.6774	15.2545
O	8.2426	9.0672	21.0252
O	11.4352	7.3463	10.1469
O	0.6042	3.8288	11.1064
O	7.3289	10.4678	17.3401
O	11.6328	9.7887	14.8024
O	4.1977	0.0255	10.6257
O	2.139	7.8764	11.1018
O	3.3043	12.7725	12.8816
O	9.4668	12.5585	12.931
O	1.3923	2.2644	20.5109
O	1.2603	11.9293	14.1761
O	5.2303	1.1962	12.8831
O	3.2204	3.7821	10.9063
O	10.5159	7.572	14.28
O	10.3461	1.455	13.8219
O	5.6124	5.0003	12.5297
O	5.6351	12.9639	20.7548
O	2.0392	5.7835	9.5776
O	10.896	5.1775	15.2886
O	5.5395	5.2833	20.2054
O	7.7804	1.3615	13.4009
O	8.4587	5.6075	16.0188
O	10.1102	4.712	17.8406
O	2.6241	2.5499	18.2829
O	9.6638	4.0888	10.3963
O	2.0148	6.7886	18.2088
O	10.7404	13.0032	9.5396
O	10.8778	0.6183	16.3327
O	4.4555	7.5929	18.553
O	3.5521	12.3432	15.4885
O	3.183	9.2027	20.2068
O	4.5837	10.3259	14.0713
O	5.7852	12.7503	17.6701
O	0.4851	2.782	15.3623
O	6.4356	5.9888	17.656
O	2.0696	3.1502	13.2306
O	10.1231	4.8516	20.4925
O	5.0403	2.1891	17.4136
O	5.6449	8.3451	20.8311
O	0.5329	9.1655	18.3465
O	3.4666	11.5991	21.2676
O	10.2124	10.4071	19.8126
O	9.7489	0.0429	18.6131
O	1.1912	11.0286	20.0472
O	1.4274	6.5412	14.6707
O	11.4563	7.2497	16.7843
O	11.1798	11.1362	11.25
O	7.8319	0.8751	20.2511
O	11.1809	2.1172	9.4875
O	11.3883	6.9817	19.5573
O	2.1383	0.9701	14.687
O	7.6113	6.905	19.8115
O	8.8846	6.5365	9.9305
O	6.1728	0.8305	15.4382
O	2.474	9.9151	15.4963
O	0.8491	0.6054	18.525
O	4.3513	9.1116	11.4326
O	7.9913	11.6427	20.6503
O	7.0761	4.7825	10.51
O	3.8597	4.8518	17.676
O	3.5139	3.8611	21.0007
O	5.9074	3.2434	14.3926
O	7.0365	10.698	14.8043
O	9.3506	1.1893	11.2434
O	9.543	3.011	15.8636
O	6.4058	7.263	11.3886
O	7.1165	8.0691	16.0381
O	1.7011	12.3944	10.1986
O	8.4848	11.2137	10.9739
O	2.0156	9.7262	12.8698
O	4.793	10.3918	16.7261
O	7.551	1.3498	17.6857
O	9.2205	9.5243	15.6351
O	6.6094	9.5093	10.001
O	1.1672	4.9606	20.5788
O	3.2369	0.4476	19.8498
O	3.5016	7.584	13.435
O	-0.1265	11.6962	17.8065
O	1.9866	1.4712	11.137
O	9.6829	9.8726	13.0049
O	9.5703	2.5231	19.1814
O	5.8586	12.0638	12.5557
O	6.1289	5.8568	15.004
O	3.7617	5.1302	14.305
O	3.6256	7.0376	16.1107
O	4.6364	5.8668	10.1792
O	7.8011	4.3548	19.2183
O	6.6621	9.5039	12.6151
O	5.3697	10.2794	19.1135
O	3.1	3.1269	15.7793
O	9.3092	9.0845	9.858

Results
free energy: -170182.391 eV
free energy less fixed offsets of H -17.10, O -569.03, Si -635.61 eV per atom: -1.821 eV

Forces (eV/angstrom), in the order of the atoms: element, x, y, z
Si	-0.0021	-0.0074	-0.0146
Si	0.0146	0.0114	-0.0694
Si	-0.0065	-0.0196	-0.0701
Si	-0.0363	-0.0114	-0.078
Si	-0.004	0.0024	-0.0891
Si	0.0236	0.0067	0.0018
Si	-0.0209	-0.0372	-0.0721
Si	0.0544	-0.0367	-0.0483
Si	-0.0425	-0.0107	-0.0753
Si	-0.0152	0.0155	-0.0598
Si	-0.0042	0.003	-0.033
Si	0.0146	0.0022	-0.0735
Si	-0.0369	-0.0006	-0.0194
Si	-0.0067	0.0007	0.01
Si	0.0033	0.0181	0.0266
Si	-0.0036	0.0161	0.0108
Si	0.0243	0.0068	-0.0207
Si	-0.0153	-0.0102	0.0288
Si	-0.0213	0.0036	0.0175
Si	-0.0054	0.0118	0.0218
Si	0.0145	-0.0128	-0.0065
Si	0.0061	-0.0174	0.0106
Si	-0.0196	-0.0109	-0.0097
Si	0.0152	0.0148	-0.0017
Si	0.0124	0.0022	-0.0001
Si	0.0013	0.0102	-0.0204
Si	-0.0084	0.0185	-0.018
Si	0.0041	0.0104	-0.0151
Si	0.012	0.0028	-0.0083
Si	-0.0054	0.0171	-0.0236
Si	-0.0156	0.0086	-0.0305
Si	-0.0035	0.0076	-0.0184
Si	0.0217	-0.0058	-0.0209
Si	0.014	0.0214	-0.0099
Si	-0.0077	0.0148	-0.0182
Si	-0.002	-0.0018	-0.0077
Si	-0.0044	-0.005	-0.008
Si	0.0139	-0.0078	-0.0074
Si	-0.0022	-0.0005	-0.0139
Si	0.003	-0.0074	0.0003
Si	-0.0256	0.0017	-0.0142
Si	0.0146	-0.0066	-0.006
Si	0.0163	0.0036	-0.0022
Si	-0.0147	0.0116	-0.0186
Si	-0.0088	0.0012	-0.0043
Si	-0.0002	-0.0053	-0.0083
Si	-0.023	-0.0062	-0.0024
Si	0.0118	0.0085	-0.0108
Si	0.0161	-0.0606	0.034
Si	-0.0268	0.0712	0.1491
Si	-0.1724	0.0912	0.1457
Si	-0.0868	0.1551	-0.1066
Si	-0.0874	0.1004	0.0902
Si	0.0593	0.0496	0.0806
Si	-0.0653	0.1229	-0.1201
Si	-0.0283	0.1804	-0.0052
Si	0.0225	0.016	-0.0771
Si	0.049	-0.0909	-0.1252
Si	-0.1283	-0.1317	-0.2133
Si	-0.0633	0.0229	0.0471
Si	0.041	0.0635	0.195
Si	0.0182	-0.0784	0.0984
Si	0.1063	-0.0915	0.1543
Si	-0.1047	-0.0232	0.2384
Si	-0.0184	-0.0231	-0.0733
Si	0.1796	-0.266	-0.0101
Si	0.1591	-0.0211	-0.1585
Si	-0.0067	-0.069	0.1034
Si	-0.0547	-0.0418	-0.1268
Si	0.1749	0.1174	-0.0738
Si	-0.0138	-0.0018	0.0574
Si	-0.0139	0.1071	-0.0707
Si	0.0131	0.0002	-0.0001
Si	0.0077	-0.0045	0.0076
Si	-0.0155	-0.0034	0.0022
Si	-0.0116	0.006	-0.0097
Si	-0.0007	-0.0116	0.0192
Si	0.0168	0.0006	0.0019
Si	0.0198	0.0075	0.016
Si	-0.001	0.0001	-0.0058
Si	-0.0164	0.0019	0.019
Si	0.0266	0.0007	0.0063
Si	-0.0123	0.011	0.0085
Si	-0.0257	-0.0042	0.0106
Si	0.0154	-0.0114	0.0336
Si	-0.0074	0.0017	0.0156
Si	-0.0024	-0.0052	0.0086
Si	-0.0091	-0.0217	0.018
Si	-0.0007	-0.0024	0.0139
Si	0.0023	-0.0118	0.0043
Si	0.0004	-0.0188	0.0067
Si	-0.0135	-0.0136	0.013
Si	0.0029	-0.0104	0.0088
Si	-0.0181	0.0036	0.0143
Si	0.0045	-0.0033	0.0167
Si	0.0067	-0.0118	0.0251
Si	0.0125	-0.0344	-0.0813
Si	0.041	-0.0074	0.0231
Si	-0.033	-0.0084	0.022
Si	-0.0137	0.0007	-0.0333
Si	0.0011	-0.0222	-0.0355
Si	0.0232	0.0224	0.0223
Si	0.0446	-0.0144	0.0142
Si	0.01	0.0066	-0.0179
Si	0.01	-0.0036	-0.0136
Si	-0.0137	-0.0076	-0.0067
Si	-0.0007	0.0171	-0.0084
Si	0.0181	-0.0107	-0.0095
Si	0.0829	0.037	0.0703
Si	-0.0023	-0.0016	-0.0085
Si	-0.0815	0.0388	0.0471
Si	-0.0169	0.0092	0.0525
Si	-0.0137	0.0052	0.0551
Si	0.0347	0.0058	0.0532
Si	-0.0294	-0.0077	0.0479
Si	0.005	0.0168	0.0232
Si	0.0549	-0.0114	0.0662
Si	0.0015	0.0098	0.068
Si	-0.0078	0.0107	0.019
Si	0.0143	0.0055	0.0718
H	-0.0002	-0.0105	0.0006
H	0.0015	-0.0056	-0.0023
H	0.0015	-0.0056	-0.0032
O	-0.0253	-0.0066	0.0111
O	-0.0024	-0.0156	-0.0233
O	-0.0106	-0.0157	-0.0026
O	0.0659	-0.0258	0.0272
O	-0.0083	-0.0027	-0.0326
O	-0.0029	0.0009	-0.0005
O	-0.0157	-0.018	-0.024
O	-0.0496	-0.012	0.0205
O	-0.0481	-0.0268	0.0173
H	-0.0039	0.0024	0.0006
H	-0.0054	0.0085	-0.0038
H	0.0052	0.0065	-0.0011
O	-0.0024	0.0041	0.003
O	0.0066	-0.0099	0.0135
O	0.0203	0.019	-0.0067
O	-0.0244	0.0203	0.0123
O	-0.0073	-0.0021	0.0109
O	0.0538	0.0209	-0.0083
O	0.0261	0.0179	0.0187
O	0.0087	0.0075	-0.0027
O	-0.0067	0.0008	-0.0021
Si	-0.005	-0.0036	-0.0037
Si	0.0036	-0.0024	0.0036
Si	-0.0011	-0.0042	-0.0045
Si	0.0056	-0.009	-0.0109
Si	-0.0055	0.0066	0.0139
Si	0.0066	-0.001	-0.0044
Si	0.0009	0.0005	-0.0019
Si	-0.0018	-0.0018	-0.0004
Si	0.001	-0.0092	0.0042
Si	0.0055	-0.0044	0.0004
Si	0.0028	0.0019	0.0003
Si	0.0024	0.0019	-0.0029
Si	-0.0085	0.0003	0.0013
Si	0.0053	-0.002	-0.0053
Si	-0.0015	-0.0011	0.0043
Si	-0.0104	-0.0213	0.0256
Si	-0.0098	-0.0078	-0.0115
Si	-0.0033	-0.0044	-0.0136
Si	0.002	-0.0042	-0.0023
Si	-0.0018	-0.0027	0
Si	0.0022	-0.0022	-0.0048
Si	0.0046	0.001	0.0008
Si	0.001	0.0002	0.0007
Si	0.002	-0.0033	0.015
Si	0.0032	0.0003	0.0027
Si	-0.0018	0.0011	0.0002
Si	-0.0009	0.0016	-0.003
Si	-0.0011	-0.0009	0.0079
Si	0	0	0.0011
Si	-0.0041	0.0092	0.0006
Si	0.0001	-0.0031	-0.0031
Si	0.0049	-0.0047	0.0097
Si	0.0045	0.0051	0.0069
Si	-0.0029	-0.0024	-0.0012
Si	0.0018	-0.0026	0.0002
Si	-0.0007	-0.0012	-0.0015
Si	0.0048	0.0052	-0.0015
Si	-0.0022	-0.0061	0
Si	0.0027	-0.0038	-0.0002
Si	0.0022	0.0038	-0.0057
Si	0	0	0.0006
Si	-0.0128	-0.0006	-0.011
Si	-0.0031	0.0019	0.0038
Si	-0.0042	-0.002	0.0016
Si	-0.0082	-0.0146	0.0245
Si	-0.0021	-0.0052	-0.0014
Si	0.0038	0.0003	-0.0047
Si	-0.001	-0.0004	0.0021
Si	0.0014	0.0116	-0.0136
Si	-0.0026	-0.0045	-0.0055
O	-0.0099	0.0008	-0.0047
O	0.0082	-0.0033	-0.016
O	0.0113	-0.0157	-0.0045
O	-0.0234	-0.0109	-0.0113
O	-0.0046	-0.0022	-0.0125
O	-0.0266	0.0148	-0.003
O	0.0015	-0.0098	-0.0109
O	0.016	0.0065	0.0239
O	0.0045	0.0013	-0.0152
O	0.0215	0.0071	-0.0134
O	0.0346	-0.0144	0.0112
O	0.0056	-0.0211	0.008
O	-0.024	0.0087	-0.0094
O	0.007	-0.0002	0.0195
O	-0.0082	0.0019	0.0191
O	-0.0054	0.0164	0.0038
O	0.0022	0.0058	0.0142
O	0.021	0.0051	0.003
O	-0.0037	0.0103	0.0176
O	0.0166	0.0008	0.0073
O	0.0007	-0.0039	-0.0018
O	-0.0008	-0.0013	0.0125
O	-0.0223	-0.013	-0.0024
O	0.0087	-0.0104	-0.0039
O	0.0161	0.0045	-0.0321
O	0.0011	0.0015	-0.0149
O	0.0099	-0.0087	0.0179
O	0.0054	0.016	0.006
O	-0.007	0.0023	0.0043
O	-0.0101	-0.0307	-0.0285
O	0.0105	0.0212	0.002
O	0.0184	0.0192	0.0183
O	0.01	-0.0034	-0.0166
O	-0.0033	-0.0105	-0.01
O	0.0217	0.0011	-0.0041
O	-0.007	-0.0173	-0.0082
O	0.0136	0.0081	-0.022
O	0.0026	-0.0071	-0.0163
O	0.0168	-0.0122	-0.0154
O	-0.0087	0.0066	0.0158
O	-0.0097	0.0031	-0.0173
O	0.0076	0.0049	0.0125
O	-0.0022	0.0104	-0.0083
O	-0.0029	-0.0251	-0.0052
O	0.0074	0.0083	0.015
O	0.0134	-0.0111	-0.0163
O	-0.0138	0.0042	-0.0119
O	0.0019	-0.0257	-0.0152
O	-0.0266	0.0284	0.0161
O	0.0114	-0.0167	0.0009
O	0.008	-0.0036	-0.0134
O	-0.0259	-0.0151	0.0148
O	0.0212	-0.0145	-0.0114
O	0.0004	0.0166	0.0047
O	0.0125	0.023	-0.0283
O	-0.002	0.0045	-0.0038
O	0.015	-0.0161	0.0037
O	0.0148	0.0077	0.0136
O	0.0033	0.018	-0.0077
O	-0.0172	0.0026	-0.0151
O	-0.0036	0.0134	0.0148
O	-0.0038	-0.0039	-0.0016
O	0.0087	-0.0038	0.0009
O	0.0151	-0.0179	0.0007
O	0.0251	0.0029	0.0002
O	-0.0158	-0.005	-0.003
O	0.0026	-0.01	0.0058
O	-0.02	0.0133	-0.0129
O	0.0147	-0.0089	-0.0062
O	-0.0004	-0.0059	0.0277
O	-0.0058	0.0228	-0.0208
O	-0.005	-0.0134	0.0068
O	-0.0114	-0.001	-0.0203
O	0.016	-0.0025	0.0254
O	-0.0229	-0.0044	0.0119
O	-0.0088	0.0039	0.0167
O	-0.0214	0.0063	-0.0064
O	0.001	-0.0067	0.0284
O	0.0192	0.007	-0.0165
O	0.0084	0.0149	0.0085
O	-0.0077	0.0058	-0.0022
O	-0.0179	-0.0074	0.0094
O	0.0034	-0.0131	0.0006
O	0.004	0.0283	0.0029
O	-0.0238	-0.0183	0.0044
O	-0.0077	-0.0279	0.0029
O	0.0079	0.0274	0.0007
O	-0.0292	0.0081	-0.014
O	-0.0014	-0.0088	0.0134
O	-0.0058	-0.0087	0.0123
O	-0.0117	-0.0013	-0.0064

The program warned: the cutoff lies below the one the program advises for these potential files; the exchange-correlation potential is rough where the density is thin.
